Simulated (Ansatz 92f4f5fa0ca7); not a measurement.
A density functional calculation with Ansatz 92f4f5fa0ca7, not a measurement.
Periodic cell of 222 atoms, Si131O89P2, from a study of silicon, its oxide and their interface. The atomic structure is a simulated model.
Doubt: the cutoff is far below the 930 eV that the study's wrapper takes by default for these files, so forces and energies are approximate.
This geometry differs little from another in the collection (a relaxation step or a small displacement).

Settings: functional PBE; potential files Ansatz PAW; basis plane waves; wave-function cutoff 580 eV; density cutoff ratio 5; exchange-correlation grid ratio 1; k mesh 1 x 1 x 1, Gamma-centred; self-consistency stop 5e-08 eV per atom in the density residual; occupations fixed; spin none; net charge 0.

Cell vectors (angstrom)
a 10.938 0 0
b 0 10.938 0
c 0 0 32.1988

Atoms: element, x, y, z (angstrom)
Si 10.5893 0.232 24.8868
Si 5.7352 10.6887 24.7228
Si 2.4836 2.9215 24.6378
Si 8.4399 2.4707 24.8452
Si 0.2837 5.178 24.759
Si 5.1632 5.7665 24.7011
Si 2.9397 8.0205 24.6004
Si 7.9459 8.4518 24.7347
Si 1.3367 1.3928 26.0434
Si 6.8431 1.3145 26.1113
Si 4.0502 4.1127 25.9836
Si 9.6178 4.0716 26.0925
Si 1.4024 6.8393 26.0005
Si 6.7771 6.867 26.0327
Si 4.1073 9.5485 25.9949
Si 9.4622 9.5801 26.1613
Si 2.7319 -0.0027 27.3504
Si 8.152 -0.0096 27.5554
Si 0.0152 2.7268 27.4903
Si 5.4428 2.7498 27.3616
Si 2.7308 5.4731 27.4236
Si 8.1894 5.478 27.3614
Si -0.0048 8.1881 27.3771
Si 5.4414 8.2116 27.446
Si 4.0851 1.3729 28.744
Si 9.5735 1.3638 28.8387
Si 1.3704 4.1191 28.8123
Si 6.8298 4.1038 28.7441
Si 4.0961 6.8262 28.7988
Si 9.5619 6.8289 28.7549
Si 1.3711 9.5651 28.7428
Si 6.7856 9.5542 28.855
Si 0.0154 -0.0171 30.152
Si 5.4387 0.0225 30.161
Si 2.7374 2.7349 30.1462
Si 8.1916 2.7473 30.1498
Si -0.0108 5.4781 30.151
Si 5.4755 5.4624 30.1445
Si 2.7269 8.2062 30.1419
Si 8.2073 8.1925 30.1532
Si 1.3673 1.3673 31.515
Si 6.8362 1.3673 31.515
Si 4.1018 4.1018 31.515
Si 9.5708 4.1018 31.515
Si 1.3673 6.8362 31.515
Si 6.8362 6.8362 31.515
Si 4.1018 9.5708 31.515
Si 9.5708 9.5708 31.515
Si 2.7345 0 0.6835
Si 8.2035 0 0.6835
Si 0 2.7345 0.6835
Si 5.469 2.7345 0.6835
Si 2.7345 5.469 0.6835
Si 8.2035 5.469 0.6835
Si 0 8.2035 0.6835
Si 5.469 8.2035 0.6835
Si 4.1227 1.3591 2.0521
Si 9.5655 1.3573 2.0509
Si 1.3685 4.1189 2.0364
Si 6.8479 4.0856 2.0564
Si 4.1041 6.8289 2.0521
Si 9.5801 6.8348 2.0487
Si 1.3805 9.5504 2.0498
Si 6.8284 9.5909 2.0482
Si -0.009 -0.0354 3.3851
Si 5.4882 0.0117 3.4649
Si 2.7743 2.7776 3.3631
Si 8.1901 2.6969 3.445
Si 0.0191 5.4784 3.429
Si 5.4813 5.463 3.404
Si 2.7657 8.2058 3.4425
Si 8.2091 8.2251 3.3754
Si 1.3915 1.383 4.6285
Si 6.8431 1.3486 4.9015
Si 4.1529 4.0831 4.7992
Si 9.5748 4.0835 4.7536
Si 1.4122 6.8297 4.8135
Si 6.8286 6.8856 4.7205
Si 4.1357 9.5731 4.8371
Si 9.556 9.5489 4.7884
Si 2.7373 0.0939 6.0533
Si 8.203 -0.0631 6.2589
Si 0.029 2.6728 6.0287
Si 5.4696 2.7218 6.2845
Si 2.8103 5.474 6.1732
Si 8.1738 5.4798 6.0327
Si 0.0109 8.1815 6.1497
Si 5.531 8.2181 6.2184
Si 3.8232 1.5611 7.5798
Si 9.841 1.1407 7.433
Si 1.6242 3.7974 7.3069
Si 6.6448 4.4184 7.4617
Si 4.4034 6.633 7.5284
Si 9.368 6.9435 7.4021
Si 1.1357 9.9057 7.2997
Si 7.1594 9.2229 7.6576
O 8.3176 8.0898 7.9065
O 2.7095 2.7278 7.9408
O 9.5318 1.3575 24.2759
O 4.0555 6.8752 24.1346
O 0.0258 0.0258 7.9431
O 5.5208 5.5095 8.0185
O 6.8513 9.5777 24.1915
O 1.3734 4.0665 24.1695
O 3.8636 7.396 8.9099
O 0.8067 4.3647 8.6018
O 9.8156 6.1749 8.7995
O 2.0751 9.3734 8.5326
O 7.5126 3.9395 8.7824
O 4.2419 0.8879 9.0415
O 6.7184 9.5405 9.2109
O 9.222 1.8742 8.774
O 7.7255 3.1689 23.5478
O 10.5153 5.8619 23.4501
O 5.0814 0.4244 23.3727
O 5.8892 5.1236 23.3742
O 3.1009 2.2058 23.2716
O 2.3126 8.7331 23.2278
O 8.6415 7.775 23.4022
O 0.2338 10.3141 23.6332
Si 4.3981 1.5929 22.4659
Si 3.5184 7.958 14.132
Si 7.1526 0.9109 14.6436
Si 0.9542 9.3723 22.5407
Si 1.1934 4.2933 11.8715
Si 6.2957 8.9391 15.4647
Si 0.6894 1.3422 12.2455
Si 8.6328 4.971 20.5307
Si 0.3177 5.6952 9.3736
Si 5.0193 2.9601 17.7639
Si 0.8476 3.6715 16.6799
Si 10.3895 2.8439 19.2096
Si 5.2894 1.1944 10.2776
Si 0.9435 0.204 19.8687
Si 6.6643 9.4792 10.8507
Si 9.4234 9.8887 18.1926
Si 9.4247 9.2431 12.5362
Si 6.5903 3.8641 22.6192
Si 2.4462 8.0559 9.3912
Si 10.4354 7.3755 17.0341
Si 2.407 6.2624 16.6044
Si 10.158 4.4426 14.1573
P 6.3507 9.4152 18.6832
Si 7.9503 2.5607 9.5251
Si 8.8796 2.0955 12.3923
P 5.1127 6.041 18.3898
Si 3.9264 0.6196 19.4299
Si 4.2887 3.8828 11.9505
Si 5.5614 6.6407 12.1704
Si 7.9505 2.504 17.2133
Si 4.3796 2.4066 14.7845
Si 1.5694 1.1639 15.161
Si 1.6118 9.3813 12.0543
Si 8.0544 6.8464 13.9164
Si 10.4686 9.8424 15.3894
Si 9.828 7.0338 22.5602
Si 7.9226 5.5263 17.4818
O 6.0418 8.0048 11.3259
O 6.1277 9.2171 17.075
O 7.7698 1.2313 13.1774
O 0.8086 1.7023 13.8314
O 9.2344 6.2861 16.8807
O 6.7903 6.2052 13.1372
O 4.9627 4.4219 18.5054
O 9.1773 2.1818 18.273
O 2.4087 0.0427 19.1152
O 9.5866 10.4143 16.6448
O 2.7924 4.4918 11.6533
O 5.2054 10.6019 18.963
O 9.3937 3.2405 13.3982
O 0.4593 1.7806 19.9591
O 3.1599 1.3121 14.8592
O 8.1117 5.4276 19.079
O 3.7934 6.4451 17.4753
O 4.5657 3.18 16.2109
O 9.0879 5.6557 14.2967
O 5.4616 2.7864 22.1835
O 10.5731 4.0357 15.6693
O 0.3459 3.8022 18.2246
O 10.5802 10.512 19.1359
O 9.7158 10.0785 13.9495
O 10.9248 8.1404 22.0864
O 1.243 2.1061 16.4462
O 9.7486 3.7826 20.3842
O 7.9587 4.0675 16.76
O 0.0008 9.0367 11.8954
O 6.4957 2.2682 17.928
O 5.629 10.7662 11.1731
O 7.8626 10.2012 18.666
O 10.052 1.0309 11.9276
O 1.3252 6.9295 9.1124
O 0.6396 4.7045 13.3607
O 5.2327 5.1623 11.4843
O 2.6826 7.0441 15.1996
O 1.0009 2.7205 11.4485
O 1.0022 10.5896 15.4361
O 2.4615 8.557 10.9322
O 4.7286 2.4954 11.1448
O 4.2773 3.491 13.5576
O 2.1149 4.664 16.3978
O 10.6139 8.2316 15.6388
O 6.9961 10.2412 14.7944
O 2.3963 8.9601 13.443
O 8.0184 1.5938 15.8556
O 4.1935 7.0237 12.9791
O 3.9903 1.9977 18.5642
O 7.3198 4.4105 21.2925
O 8.317 2.8655 11.0762
O 1.0209 6.8204 17.3345
O 5.6639 1.4861 14.5738
O 8.1765 9.7418 11.5333
O 9.2265 6.3009 21.2484
O 8.9357 7.7595 12.9291
O 1.6691 0.0868 11.8686
O 6.3855 6.1348 17.266
O 7.3647 7.723 15.1417
O 1.2141 10.3543 21.2748
O 9.8331 8.3052 18.2315
O 3.9871 0.94 21.0345
O 0.2938 5.2893 10.9382
O 6.6781 1.5565 9.4964
O 4.7781 8.7236 14.8721

Results
free energy: -135403.116 eV
free energy less fixed offsets of O -568.88, P -755.39, Si -635.61 eV per atom: 2.894 eV

Forces (eV/angstrom), in the order of the atoms: element, x, y, z
Si 0.0085 -0.0012 0.0148
Si 0.0014 -0.0031 -0.0093
Si 0.0033 0.0029 0.0109
Si -0.002 0.0025 -0.0101
Si 0.0089 -0.0029 -0.0048
Si -0.0072 0.0002 0.0115
Si 0.0073 -0.0115 0.0078
Si 0.0002 -0.0018 0.0047
Si 0.009 -0.0068 -0.0088
Si -0.0131 0.0123 -0.0004
Si 0.0003 0.0004 0.0013
Si -0.0099 0.0116 -0.0006
Si -0.0039 0.0036 0.0053
Si 0.0025 -0.0023 -0.004
Si -0.0041 0.0056 0.0012
Si 0.0073 -0.0083 -0.0058
Si -0.0012 0.0004 -0.0004
Si -0.0024 -0.0079 0.0201
Si 0.0061 0.0034 0.021
Si -0.0021 0.001 -0.0022
Si 0.0043 0.002 0.0039
Si -0.0002 -0.0001 -0.0006
Si 0.0017 -0.0011 -0.0027
Si -0.0052 -0.0069 0.0117
Si 0.0021 -0.0041 -0.0019
Si 0.0005 0.0011 0.0011
Si -0.0066 -0.0023 -0.0061
Si 0.0002 -0.0008 -0.0019
Si -0.0004 0.0013 -0.0094
Si 0.0003 -0.0002 -0.0002
Si 0.0005 0.0008 -0.0008
Si -0.0029 0.0063 0.001
Si -0.0019 0.0013 0.0002
Si 0.0017 -0.0046 -0.0001
Si -0.0014 0.0045 0.0003
Si 0.002 -0.0026 -0.0006
Si 0.0033 -0.0021 0.0001
Si -0.0026 0.0016 -0.0005
Si 0.0012 -0.003 -0.0007
Si -0.0032 -0.0007 -0.0003
Si 0.0636 -0.0299 -0.0014
Si -0.043 0.1111 -0.0146
Si 0.0674 -0.0565 -0.0032
Si -0.0763 0.0723 -0.0009
Si -0.0642 0.0882 -0.0491
Si 0.0512 -0.089 0.0384
Si -0.1769 0.0246 0.0138
Si 0.0458 -0.0659 0.0204
Si 0.0384 -0.049 0.114
Si -0.0521 0.0536 -0.1102
Si -0.0563 -0.0192 0.053
Si 0.1053 -0.0386 0.0094
Si -0.0294 0.1366 -0.1383
Si 0.0647 -0.0941 0.1
Si 0.0933 -0.1012 -0.0223
Si -0.01 0.0372 0.0446
Si 0.0001 0.0067 -0.0007
Si -0.0006 -0.007 -0.0008
Si 0.0074 0.0021 -0.002
Si -0.0045 -0.0006 0.0007
Si -0.0003 -0.0033 -0.0004
Si -0.0001 0.0061 -0.0015
Si -0.0074 0.0001 -0.0008
Si 0.0072 -0.0001 -0.0026
Si 0.0066 0.0012 0.0129
Si 0.0009 0.0011 0.0057
Si -0.0036 -0.0036 0.0088
Si -0.0069 0.0016 -0.0001
Si 0.0008 0.0005 -0.004
Si -0.0009 -0.0023 0.0106
Si 0.0023 -0.0008 -0.0013
Si 0.0006 0.0026 0.0079
Si -0.0037 0.003 -0.0206
Si 0.0025 -0.0029 -0.0023
Si 0.0017 0.0058 -0.0173
Si 0.0022 -0.0023 0.0042
Si 0.0025 0.001 -0.0019
Si -0.0015 0.0019 -0.0099
Si 0.0017 0.0013 0.0043
Si -0.006 0.0023 -0.0178
Si 0.0032 -0.0065 0.0011
Si -0.0001 0.0057 0.0003
Si -0.0001 -0.0002 0.0083
Si 0.0009 -0.008 -0.0018
Si -0.0013 0.0009 0.0039
Si 0.0028 -0.0013 0.0002
Si 0.0003 -0.0059 -0.0019
Si -0.0001 0.0028 0.0023
Si -0.0118 -0.0013 0.0012
Si 0.0088 0.0035 -0.0189
Si -0.0123 -0.0098 -0.0097
Si 0.0057 0.0093 0.0078
Si 0.0021 0.0094 -0.0066
Si -0.0085 0.0014 0.0018
Si -0.0007 0.0164 0.0038
Si -0.0067 -0.008 -0.0094
O 0.0005 -0.0054 0.0036
O 0.0102 0.0035 0.0028
O -0.0028 0.0013 0.0058
O 0.0024 0.0047 -0.0099
O 0.0009 -0.0048 0.008
O 0.0007 -0.0065 -0.0021
O -0.0007 0.0028 0.0028
O -0.0057 -0.001 -0.0025
O -0.0033 0.001 0.0037
O -0.0034 0.0081 0.0057
O 0.0046 -0.0007 0
O 0.0052 -0.0079 0.0055
O -0.0024 -0.0024 -0.0027
O 0.0044 0.0016 0.0027
O -0.001 0.0015 0.0088
O -0.0056 0.0036 0.0076
O 0.0006 0.0003 -0.0013
O -0.0025 0.0068 0.0004
O -0.0041 0.0047 -0.0066
O 0.0078 -0.0095 -0.0081
O 0.0031 -0.006 -0.0093
O -0.0074 0.0077 -0.0058
O 0.0063 -0.0044 -0.0098
O 0.0014 -0.0032 -0.017
Si -0.0004 -0.0032 0.009
Si 0.0054 0.0043 0.0007
Si -0.0047 -0.0059 -0.0033
Si 0.002 -0.0089 0.0081
Si 0 0.0031 -0.002
Si -0.0053 0.0065 0.0277
Si -0.0017 0.0008 -0.001
Si -0.0125 0.0126 0.0005
Si -0.0012 -0.002 -0.0019
Si 0.0011 -0.0075 0.0045
Si -0.0051 0.0001 -0.0026
Si -0.0041 0.0023 -0.0009
Si 0.0014 -0.0044 -0.0035
Si 0.0006 -0.0041 0.0009
Si -0.0044 0.0064 -0.0044
Si -0.0154 0.0028 0.0107
Si -0.0009 0.0006 -0.0006
Si -0.0036 0.0058 0.009
Si 0.0003 0.0005 -0.0048
Si -0.0096 0.0031 0.0013
Si 0.0054 0.0043 -0.0037
Si -0.0007 -0.0015 -0.003
P 0.0112 0.017 -0.009
Si 0.0025 -0.0021 -0.003
Si 0.0018 0.0041 -0.0032
P 0.0101 0.0054 -0.047
Si 0.0242 -0.0093 -0.0054
Si 0.0002 -0.0004 -0.0031
Si 0.0003 0.0028 0.0017
Si -0.0051 -0.0025 -0.0022
Si 0.0058 -0.0058 -0.0045
Si -0.0036 0.0018 -0.0063
Si 0.003 -0.0007 -0.0013
Si -0.0028 0.0017 0.0058
Si -0.0065 0.0005 -0.0016
Si -0.0038 -0.0021 0.008
Si -0.0016 -0.0001 -0.0019
O -0.0014 -0.0051 -0.0015
O 0.0011 -0.01 -0.0173
O -0.0058 -0.0035 0.0059
O 0.0035 -0.0018 0.0056
O 0.0042 0.0008 -0.0003
O 0.0037 -0.0009 0.0008
O -0.0032 0.0091 -0.0043
O 0.0029 0.0003 0.001
O -0.009 0.0015 -0.0003
O 0.0063 -0.0005 -0.0038
O -0.0002 -0.0012 -0.003
O -0.0176 0.0043 0.0109
O -0.0001 0.0022 -0.0012
O 0.0007 0.0016 0.0008
O 0.001 0.0045 -0.0002
O 0.0001 -0.0054 -0.0024
O 0.0034 -0.0092 0.0193
O -0.0025 0.0007 0.0023
O 0.0012 0.0007 -0.0023
O -0.0003 -0.0001 -0.0006
O 0.0048 -0.0015 0.004
O 0.001 0.0009 -0.0004
O -0.0046 -0.0018 -0.0061
O 0.0047 0.0029 0.0038
O 0.0004 0.0024 -0.0004
O 0.0008 0.0017 0.0013
O 0.0043 -0.005 -0.0061
O -0.0033 0.0061 0.005
O -0.0018 -0.0001 -0.0028
O -0.0044 0.0088 -0.0014
O 0.0007 -0.0023 -0.0016
O 0.0077 -0.0134 0.0025
O -0.0008 0.0012 -0.0024
O -0.0004 -0.0015 -0.0031
O -0.0027 0.0009 0.0017
O -0.0012 0.0016 0
O -0.0016 -0.0029 0.0019
O -0.0007 0.0001 -0.0018
O -0.0008 0.0004 0.0015
O -0.0031 0.0028 0.0062
O -0.0027 0.0059 0.0009
O 0.001 -0.0063 0.0081
O -0.0014 -0.001 -0.0006
O 0.002 -0.0002 0
O 0.0021 0.0084 -0.0067
O 0.0015 -0.0013 0.0024
O 0.0013 0.0045 0.0016
O -0.0024 0.0002 0.0003
O 0.0011 0.0037 -0.0027
O 0.0093 0.0033 -0.0084
O 0.0015 -0.0017 0.0082
O 0.002 -0.002 -0.0011
O 0.0025 0.0059 -0.0052
O 0.0058 -0.0017 -0.001
O -0.0033 -0.0066 -0.0056
O -0.0011 -0.0016 -0.0019
O -0.0019 -0.0004 -0.0023
O -0.0031 -0.0098 0.0278
O 0.0034 -0.0057 -0.0093
O 0.0015 0.0096 -0.0116
O 0.0049 0.0003 -0.0028
O -0.0035 -0.0014 -0.0049
O 0.0019 -0.0034 0.0045
O -0.0024 0.0021 0.0005
O -0.0068 -0.0027 -0.0079

The program warned: the cutoff lies below the one the program advises for these potential files; the exchange-correlation potential is rough where the density is thin.
